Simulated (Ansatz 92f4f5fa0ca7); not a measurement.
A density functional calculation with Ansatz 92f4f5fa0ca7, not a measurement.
Periodic cell of 244 atoms, Si164O80, from a study of silicon, its oxide and their interface. The atomic structure is a simulated model.
Doubt: the cutoff is far below the 930 eV that the study's wrapper takes by default for these files, so forces and energies are approximate.
This geometry differs little from another in the collection (a relaxation step or a small displacement).

Settings
functional: PBE
potential files: Ansatz PAW
basis: plane waves
wave-function cutoff: 580 eV
density cutoff ratio: 5
exchange-correlation grid ratio: 1
k mesh: 1 x 1 x 1, Gamma-centred
self-consistency stop: 5e-08 eV per atom in the density residual
occupations: fixed
spin: none
net charge: 0

Cell vectors (angstrom)
a, 10.938, 0, 0
b, 0, 10.938, 0
c, 0, 0, 37.3552

Atoms: element, x, y, z (angstrom)
Si, 0, 0, 0.683
Si, 5.469, 0, 0.683
Si, 2.7345, 2.7345, 0.683
Si, 8.2035, 2.7345, 0.683
Si, 0, 5.469, 0.683
Si, 5.469, 5.469, 0.683
Si, 2.7345, 8.2035, 0.683
Si, 8.2035, 8.2035, 0.683
Si, 1.3673, 1.3673, 2.0503
Si, 6.8362, 1.3673, 2.0503
Si, 4.1018, 4.1018, 2.0503
Si, 9.5708, 4.1018, 2.0503
Si, 1.3673, 6.8362, 2.0503
Si, 6.8362, 6.8362, 2.0503
Si, 4.1018, 9.5708, 2.0503
Si, 9.5708, 9.5708, 2.0503
Si, 2.7345, 0, 35.3037
Si, 8.2035, 0, 35.3037
Si, 0, 2.7345, 35.3037
Si, 5.469, 2.7345, 35.3037
Si, 2.7345, 5.469, 35.3037
Si, 8.2035, 5.469, 35.3037
Si, 0, 8.2035, 35.3037
Si, 5.469, 8.2035, 35.3037
Si, 4.1018, 1.3673, 36.6709
Si, 9.5708, 1.3673, 36.6709
Si, 1.3673, 4.1018, 36.6709
Si, 6.8362, 4.1018, 36.6709
Si, 4.1018, 6.8362, 36.6709
Si, 9.5708, 6.8362, 36.6709
Si, 1.3673, 9.5708, 36.6709
Si, 6.8362, 9.5708, 36.6709
Si, -0.6338, 0.2475, 27.0488
Si, 5.586, -0.4224, 27.6471
Si, 1.261, 1.173, 28.3224
Si, 8.6064, 2.0082, 27.2771
Si, 0.9392, 4.5816, 25.7132
Si, 5.2424, 5.3392, 27.1894
Si, 2.8141, 7.0992, 26.1879
Si, 7.2545, 8.7815, 27.3499
Si, 2.838, 2.3691, 27.0266
Si, 6.87, 1.2164, 28.7449
Si, 3.9951, 3.9014, 28.5161
Si, 9.7569, 3.9347, 28.1625
Si, 2.184, 7.5432, 28.4503
Si, 6.6805, 6.7825, 28.4696
Si, 3.9046, 9.301, 28.8733
Si, 9.3348, 9.5396, 28.4115
Si, 2.6508, 0.0082, 29.9047
Si, 8.2692, -0.0779, 30.0608
Si, 0.0955, 2.7102, 29.7494
Si, 5.5103, 2.7336, 29.8936
Si, 2.7926, 5.5538, 29.7747
Si, 8.3364, 5.4405, 29.5619
Si, 0.0964, 8.2625, 29.5921
Si, 5.4874, 8.0819, 30.0776
Si, 4.103, 1.3711, 31.2168
Si, 9.6621, 1.3949, 31.2308
Si, 1.3969, 4.1531, 31.1226
Si, 6.955, 4.1398, 31.1172
Si, 4.1207, 6.7221, 31.3483
Si, 9.6809, 6.8122, 31.0019
Si, 1.2944, 9.5675, 31.2163
Si, 6.8653, 9.5124, 31.3433
Si, 0.0195, 0.014, 32.626
Si, 5.4413, -0.027, 32.6047
Si, 2.7557, 2.7833, 32.5422
Si, 8.2304, 2.7367, 32.5444
Si, -0.0097, 5.4524, 32.5076
Si, 5.5688, 5.4105, 32.6111
Si, 2.6901, 8.1654, 32.568
Si, 8.3068, 8.126, 32.5404
Si, 1.4002, 1.4004, 33.9379
Si, 6.8345, 1.3726, 33.9221
Si, 4.1296, 4.0953, 33.9474
Si, 9.5673, 4.1054, 33.924
Si, 1.3339, 6.8102, 33.9298
Si, 6.8842, 6.8381, 33.9418
Si, 4.0646, 9.5412, 33.9407
Si, 9.5758, 9.5629, 33.9429
Si, 2.7286, -0.0003, 3.41
Si, 8.197, 0.0029, 3.4253
Si, -0.0012, 2.7375, 3.4182
Si, 5.4618, 2.7349, 3.4186
Si, 2.7274, 5.4691, 3.4295
Si, 8.1945, 5.4705, 3.4034
Si, -0.0065, 8.2053, 3.4202
Si, 5.4547, 8.2009, 3.4189
Si, 4.0925, 1.3588, 4.7788
Si, 9.5712, 1.3765, 4.786
Si, 1.3329, 4.1223, 4.8
Si, 6.7812, 4.1624, 4.7688
Si, 4.0966, 6.8355, 4.8005
Si, 9.5633, 6.8186, 4.7715
Si, 1.3405, 9.6036, 4.7789
Si, 6.7794, 9.6059, 4.781
Si, -0.0035, 0.0232, 6.1952
Si, 5.4218, 0.0198, 6.215
Si, 2.721, 2.7343, 6.1092
Si, 8.181, 2.8053, 6.0537
Si, -0.0285, 5.4846, 6.2103
Si, 5.4284, 5.4825, 6.2343
Si, 2.7165, 8.2321, 6.1079
Si, 8.1374, 8.181, 6.0548
Si, 1.4043, 1.4273, 7.5575
Si, 6.8235, 1.5177, 7.4459
Si, 4.0102, 4.0649, 7.5635
Si, 9.4661, 4.1091, 7.5355
Si, 1.3871, 6.9003, 7.5201
Si, 6.8202, 6.914, 7.5546
Si, 4.0115, 9.547, 7.577
Si, 9.4802, 9.5146, 7.4098
Si, 2.6935, 0.0071, 9.0034
Si, 8.1571, 0.0494, 8.6754
Si, -0.044, 2.7777, 8.8823
Si, 5.4488, 2.7723, 8.9563
Si, 2.6577, 5.4694, 8.9461
Si, 8.1357, 5.5227, 8.9539
Si, -0.0823, 8.2161, 8.8369
Si, 5.3974, 8.203, 8.9785
Si, 4.5807, 0.9145, 10.1941
Si, 9.9936, 0.8573, 9.9507
Si, 0.7183, 4.6833, 10.1368
Si, 6.3195, 4.6284, 10.2288
Si, 4.4639, 6.3355, 10.2333
Si, 9.9808, 6.4454, 10.1816
Si, 0.7514, 10.016, 10.1135
Si, 6.3813, 10.1442, 9.9838
O, 7.1837, -1.0049, 11.4276
O, 4.3035, 1.3226, 11.7985
O, -1.3905, 1.1734, 11.4985
O, 0.783, 9.4779, 11.7034
O, 9.8202, 17.734, 11.806
O, 3.9087, 6.5926, 11.8229
O, 6.8396, 4.2636, 11.7793
O, 0.8018, 4.5522, 11.7892
O, 7.9871, 2.3796, 25.7862
O, 5.477, 1.9483, 25.0684
O, 1.6855, 6.05, 25.5569
O, -3.0994, 6.5371, 24.3077
O, 7.0359, 8.5942, 25.71
O, 3.1317, -2.4413, 25.3186
O, 4.2616, 6.2908, 26.2415
O, 6.1669, 4.313, 26.2849
Si, 9.7774, 4.8851, 17.8112
Si, 4.5365, 11.9372, 15.5291
Si, 3.8913, -1.1595, 24.5404
Si, 3.1525, 12.3129, 12.9542
Si, 15.8796, 6.8887, 13.0591
Si, 12.4244, 10.2526, 22.8893
Si, 4.5329, 11.7542, 25.9132
Si, 12.0027, -0.8738, 13.2056
Si, -1.7664, 7.0273, 13.2859
Si, 15.9198, -0.1287, 20.0499
Si, 8.5862, 7.3871, 18.8355
Si, -0.8609, 11.8694, 22.5083
Si, 8.049, 13.2666, 17.7104
Si, 7.7088, 5.2455, 23.3058
Si, 6.1154, 9.2178, 22.3616
Si, 15.8731, 2.2057, 18.2587
Si, 0.5261, 3.6873, 20.0084
Si, 12.0837, 4.9928, 15.8494
Si, 4.0712, 6.8103, 19.3724
Si, 10.2362, 10.0735, 24.8677
Si, 13.3626, 8.9775, 20.3377
Si, 6.5199, -4.4027, 20.859
Si, 7.9714, 8.1592, 24.459
Si, -1.1329, 1.3096, 13.0814
Si, 6.6248, 3.1124, 25.2728
Si, 7.0202, 8.9782, 12.7094
Si, 11.8507, 3.5455, 13.0512
Si, 11.0238, 9.1323, 18.347
Si, 6.9242, 4.7546, 13.3404
Si, 10.4302, 3.969, 22.8609
Si, 11.3966, 18.8191, 15.3871
Si, 7.4754, 1.9862, 14.8523
Si, 2.8594, 15.2684, 18.2964
Si, 16.0416, 9.1724, 14.936
Si, 16.8582, 8.8034, 17.8914
Si, 9.9188, 11.808, 19.5567
O, 19.4999, 12.1109, 18.7219
O, 16.8889, -2.0993, 16.2739
O, 6.125, 12.1241, 15.252
O, 9.4948, 11.3269, 21.0714
O, 9.1993, 5.0146, 22.7009
O, 2.9935, -0.411, 23.3819
O, 8.4574, 8.5016, 13.2751
O, -1.9074, 6.3202, 17.6922
O, 11.6694, -1.2887, 24.2043
O, 2.493, 10.8338, 13.0873
O, 15.7667, 1.4609, 19.7107
O, -0.1729, 26.4693, 26.9503
O, 12.9883, 14.4883, 19.4754
O, 16.2603, 5.9259, 19.9385
O, 7.9888, 6.6167, 20.1458
O, 23.4383, 8.8179, 18.9613
O, 10.7753, 13.1789, 19.7358
O, 3.7413, 1.8606, 14.3964
O, 6.6485, 5.5795, 22.1367
O, 2.0456, 3.3915, 25.9597
O, 5.6974, 10.2009, 18.7009
O, 10.8069, 0.151, 13.6475
O, 10.7475, 10.7161, 18.6698
O, 12.288, 4.4037, 14.3513
O, 12.3834, 9.2209, 21.6227
O, 13.1423, 15.1558, 16.8131
O, -5.4262, 5.5096, 13.7263
O, 6.4628, 13.3558, 17.8393
O, -1.1814, 2.4883, 22.788
O, 8.4436, 12.9641, 16.164
O, 0.507, 4.1137, 21.5852
O, 5.0771, 9.1128, 23.6131
O, 15.2768, 14.6379, 18.3187
O, 15.0244, -0.5681, 15.3405
O, 6.1988, 7.6229, 12.2884
O, 2.9671, 5.9046, 18.6319
O, 12.9482, 2.4498, 12.5532
O, 9.459, 11.0345, 23.77
O, 10.7634, 4.8734, 19.1188
O, 9.4708, -2.3209, 24.9239
O, 8.3305, 1.1686, 13.7434
O, 9.8929, 8.2902, 19.1817
O, 7.0955, 3.4777, 14.3209
O, 8.1689, 5.7794, 13.5994
O, 21.3809, 2.7859, 13.395
O, 6.1595, -1.1873, 13.8385
O, 7.5702, 8.9796, 23.0897
O, 10.1919, 7.1488, 14.5495
O, 10.9841, 8.7364, 16.7447
O, 8.6549, 3.7689, 18.1018
O, 3.472, 10.2214, 20.2289
O, 12.131, 8.898, 14.3357
O, 12.3433, 6.6182, 15.8484
O, 10.5882, 4.635, 16.4212
O, 5.8633, 10.5591, 21.4317
O, 11.1721, 4.2431, 24.2804
O, 3.2684, 7.6007, 20.5578
O, 15.6183, 7.834, 18.2704
O, 15.0878, 12.3521, 17.0524
O, 7.0709, 3.8843, 23.9194
O, 5.9857, 8.0201, 21.2672
O, 11.7091, 11.661, 22.4756
O, 4.3673, 7.8657, 14.25
O, 7.4093, 8.322, 18.2676

Results
free energy: -149752.588 eV
free energy less fixed offsets of O -568.88, Si -635.61 eV per atom: -2.148 eV

Forces (eV/angstrom), in the order of the atoms: element, x, y, z
Si, -0.0215, 0.0043, 0.0097
Si, -0.0131, 0.0004, 0.0326
Si, -0.0186, 0.0145, -0.027
Si, -0.0149, 0.0006, -0.0244
Si, 0.0018, 0.0519, 0.0067
Si, -0.0123, -0.0012, 0.0134
Si, 0.0258, 0.0661, -0.0206
Si, -0.0259, -0.0004, -0.029
Si, 0.009, 0.0748, -0.0374
Si, 0.0462, 0.0571, 0.0231
Si, -0.1113, -0.0234, 0.0381
Si, -0.0563, -0.0853, -0.0436
Si, 0.0225, 0.0269, 0.0459
Si, -0.0116, 0.1626, -0.0541
Si, -0.0682, -0.0592, -0.0362
Si, -0.113, 0.0028, 0.0349
Si, 0.0273, 0.0752, 0.0502
Si, -0.1023, -0.0381, -0.1027
Si, 0.0185, 0.1003, -0.0713
Si, 0.0608, -0.144, 0.1268
Si, 0.0256, 0.0074, -0.1115
Si, 0.1259, -0.0772, 0.154
Si, 0.0054, -0.0602, 0.068
Si, 0.0982, -0.0335, -0.1253
Si, 0.0822, -0.0718, 0.0174
Si, 0.006, -0.0157, -0.0232
Si, 0.0181, -0.0423, 0.0114
Si, 0.0243, -0.0202, 0.0017
Si, 0.0093, -0.032, -0.0083
Si, -0.0009, -0.0046, 0.0205
Si, -0.0187, -0.0107, -0.0116
Si, -0.0291, 0.0595, 0.0076
Si, 0.0022, 0.0086, -0.0013
Si, -0.0114, -0.019, -0.0064
Si, 0.0026, 0.002, -0.0023
Si, -0.0031, -0.0051, -0.0134
Si, 0.0032, -0.0088, -0.019
Si, 0.0054, -0.0087, -0.004
Si, -0.0022, -0.0049, 0.0158
Si, -0.0095, 0.0296, -0.0147
Si, -0.0093, 0.0043, 0.0047
Si, 0.0098, 0.0048, 0.0249
Si, 0.0139, 0.0011, 0.0028
Si, 0.0081, 0.0066, -0.0005
Si, -0.0078, -0.0056, 0.0015
Si, 0.0072, -0.0148, 0.0033
Si, -0.0017, 0.0119, 0.0046
Si, 0.0158, -0.0127, 0.0143
Si, 0.002, -0.0164, 0.0108
Si, -0.013, 0.0087, -0.0255
Si, 0.0019, -0.0095, -0.0053
Si, 0.0037, 0.0008, -0.0008
Si, -0.0072, 0.0022, -0.0122
Si, -0.0083, 0.0053, 0.0004
Si, -0.0048, 0.0113, -0.0148
Si, -0.0066, 0.0069, 0.0063
Si, -0.0005, 0.0015, -0.0029
Si, 0.0086, 0.0057, 0.0105
Si, 0.0009, 0.0031, 0.0048
Si, -0.0047, -0.0084, -0.0008
Si, 0.0061, -0.007, 0.0131
Si, 0.0018, -0.0041, -0.0028
Si, 0.0089, 0.0063, -0.0023
Si, -0.0012, -0.0015, 0.0073
Si, 0.0009, 0, -0.0041
Si, -0.0011, 0.0004, 0.0012
Si, 0.0022, 0.0014, 0.0001
Si, 0.0011, 0.0034, -0.0068
Si, -0.0005, 0.0001, 0.004
Si, -0.0024, 0.0034, -0.0022
Si, -0.0002, 0.0033, -0.0027
Si, -0.0039, 0.0026, 0.0001
Si, -0.0032, -0.0043, 0.0002
Si, 0.0025, 0.003, 0.0008
Si, 0.0014, -0.0049, -0.0004
Si, -0.0001, -0.0006, -0.0002
Si, 0.0057, 0.001, 0.0023
Si, -0.0027, -0.0022, 0.0004
Si, 0.0019, -0.0013, 0.0009
Si, -0.0026, 0.0028, -0.0008
Si, -0.0006, 0.0004, 0.0006
Si, 0.0003, -0.0005, 0.0015
Si, 0.0004, -0.0002, 0.0006
Si, 0.0008, -0.0006, -0.0001
Si, 0.0005, 0.0002, 0.0007
Si, 0, 0.0004, -0.0001
Si, -0.0003, 0.0004, 0.0005
Si, 0.0003, 0.0002, 0.0005
Si, 0.0026, -0.0008, 0.0001
Si, -0.0002, -0.0005, 0.0017
Si, -0.0024, -0.0007, 0.0019
Si, -0.0001, -0.0003, 0.0017
Si, -0.001, -0.0007, 0.0024
Si, 0.0002, 0.0001, 0.0011
Si, -0.0014, 0.0016, 0.0035
Si, 0.0003, -0.0008, 0.0008
Si, -0.0013, -0.0025, -0.0024
Si, 0.0015, 0.001, 0.0034
Si, -0.0006, 0.0001, -0.0064
Si, -0.0017, 0.0001, -0.0062
Si, 0.0005, 0, 0.0053
Si, 0.0012, 0.0004, 0.0014
Si, 0.0014, 0.0015, -0.0056
Si, -0.0007, 0.002, -0.007
Si, 0.0016, -0.0001, 0.0015
Si, -0.0001, 0.0033, 0.0031
Si, 0.0007, 0.0046, 0.0087
Si, -0.003, 0.0016, -0.0032
Si, -0.0014, 0.0001, 0.0038
Si, -0.0004, -0.0019, 0.0006
Si, -0.0008, -0.0032, -0.0018
Si, 0.0002, 0.0011, 0.0007
Si, -0.0022, 0.0038, -0.0062
Si, -0.001, -0.0029, -0.0026
Si, 0.0001, -0.0037, -0.0117
Si, 0.0008, 0.0048, -0.0036
Si, -0.0068, -0.0038, -0.0039
Si, -0.003, -0.0038, -0.0148
Si, 0.0008, 0.0003, -0.0065
Si, -0.0006, 0.0013, -0.0078
Si, -0.022, 0.0099, 0.0177
Si, 0.0033, 0.0048, -0.0233
Si, 0.0248, -0.0285, 0.0234
Si, 0.0142, -0.018, 0.0035
Si, -0.0196, 0.0156, 0.0163
Si, -0.0255, 0.027, 0.028
Si, 0.0106, -0.0136, 0.0018
Si, 0.0166, -0.011, 0.0025
O, -0.0084, -0.0019, -0.0018
O, 0.0037, -0.0017, -0.0111
O, -0.0223, 0.0196, -0.0219
O, 0, -0.0194, -0.0288
O, 0.0083, -0.006, -0.0216
O, -0.0047, -0.0053, -0.0338
O, 0.0011, -0.0006, -0.016
O, 0.0004, 0.0015, -0.0015
O, 0.0101, -0.0051, 0.0081
O, 0.0047, 0.0064, 0.0004
O, 0.0011, 0.0021, 0.0002
O, 0.0013, -0.0025, 0.0021
O, 0.0114, -0.0123, 0.008
O, 0.003, 0.0004, -0.0046
O, -0.0084, 0.0136, -0.0092
O, -0.0021, 0.0042, 0.0063
Si, -0.0018, 0.0021, 0.0016
Si, -0.0011, 0.0014, -0.0013
Si, 0.0052, 0.004, -0.0043
Si, -0.0049, 0.0038, 0.0121
Si, 0.0079, 0.003, 0.0272
Si, -0.0079, 0.0032, -0.0138
Si, 0.0021, -0.0178, 0.008
Si, 0.0002, 0.0053, 0.0266
Si, 0.004, 0.0013, 0.0197
Si, -0.0016, 0.0035, -0.0051
Si, 0.0046, 0.0022, -0.0017
Si, 0.002, 0.0009, -0.01
Si, 0.0031, 0.0027, 0.0007
Si, -0.0023, -0.0029, -0.0101
Si, 0.0044, -0.0006, -0.0138
Si, -0.002, 0.003, 0.0044
Si, 0.0061, 0.0003, -0.0043
Si, -0.0034, -0.002, 0.0035
Si, 0.0003, -0.0019, -0.0034
Si, -0.0053, -0.0048, -0.0126
Si, 0.0018, 0.0018, -0.0055
Si, -0.0026, -0.0079, -0.0049
Si, -0.0017, 0.0008, -0.0013
Si, -0.0083, -0.0047, 0.0462
Si, -0.0003, 0.0074, -0.0112
Si, -0.0015, 0.0085, 0.0247
Si, -0.0019, -0.0014, 0.0021
Si, -0.0003, 0.0001, 0.0067
Si, -0.0057, -0.0055, 0.0185
Si, 0.0039, 0.0036, -0.0053
Si, -0.001, -0.0045, 0.0039
Si, 0.0053, 0.0013, -0.0004
Si, -0.002, 0.0074, 0.0005
Si, 0.0063, 0.002, 0.0177
Si, -0.0015, -0.0011, 0.0002
Si, -0.002, 0.0018, -0.004
O, 0.0044, 0.0008, 0.0009
O, -0.0133, 0.0027, -0.0156
O, -0.0034, -0.0006, 0.0012
O, 0.0038, 0.0003, 0.0029
O, -0.0045, 0.0006, 0.0035
O, -0.0019, -0.0014, -0.0004
O, 0, -0.0043, -0.0072
O, -0.0001, -0.0039, -0.001
O, 0.0003, 0.0005, 0.0078
O, 0.0091, 0.0038, -0.0004
O, 0.0008, -0.001, 0.0003
O, -0.0162, 0.0008, 0.0212
O, -0.0055, 0.0017, 0
O, 0.0052, 0.0024, 0.0043
O, -0.0043, -0.0016, 0.0066
O, -0.0019, 0.0008, -0.0007
O, -0.0028, -0.0023, 0.0015
O, 0.0029, -0.0032, -0.0007
O, 0.006, 0.0033, 0.002
O, 0.0038, -0.0002, 0.0019
O, -0.0012, 0.0016, 0.0013
O, -0.0038, 0.0008, 0.0069
O, -0.0007, 0.0001, -0.0002
O, -0.0002, -0.0019, -0.0083
O, 0.001, -0.0012, 0.0068
O, 0.0041, 0.0005, 0.0051
O, -0.0044, -0.0011, -0.0002
O, 0.0017, -0.0017, -0.0039
O, -0.0007, -0.0039, 0.0042
O, -0.0037, 0.0014, 0.0042
O, -0.0012, 0.0006, 0.0089
O, -0.0046, 0.0006, 0.0053
O, 0.0006, -0.0018, -0.0013
O, 0.0029, -0.0025, -0.0007
O, -0.0018, -0.0006, -0.0058
O, -0.0006, -0.0099, -0.0009
O, -0.0016, 0.0024, -0.0008
O, 0.0004, -0.0037, 0.0109
O, 0.0006, 0.0004, 0.0006
O, 0.0028, 0.0112, -0.0006
O, 0.0005, 0.004, 0.0017
O, 0, 0.0011, -0.001
O, 0.0004, 0.0027, -0.0037
O, 0.0045, 0.0038, 0.001
O, 0.0102, 0.0153, 0.0006
O, 0.0098, -0.0077, -0.0167
O, -0.0022, 0.0022, -0.0023
O, -0.0048, 0.0016, -0.0069
O, 0.0002, 0.0005, -0.0029
O, -0.0008, -0.0037, -0.0005
O, -0.0002, -0.0022, 0.0021
O, 0.0064, -0.0027, 0.0031
O, -0.001, 0.0014, -0.0009
O, 0.001, 0.0016, -0.0006
O, 0.0011, -0.0051, 0.0085
O, 0.0028, 0.0065, 0.0057
O, 0.0001, 0.0014, 0.0006
O, 0.0018, 0.0009, 0.0021
O, 0.0017, -0.0007, -0.0015
O, 0.0022, 0.0042, 0.0038
O, 0.0027, 0.0081, 0.0103
O, 0.0009, -0.0021, 0.0041
O, 0.0011, 0.0005, -0.0001
O, 0.0001, 0.0008, -0.0005

The program warned: the cutoff lies below the one the program advises for these potential files; the exchange-correlation potential is rough where the density is thin.
